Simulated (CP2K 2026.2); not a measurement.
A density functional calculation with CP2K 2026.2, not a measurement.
Periodic cell of 504 atoms, Si360O144, from a study of silicon, its oxide and their interface. The atomic structure is a simulated model.
Doubt: the forces sum to 2.44 eV/angstrom along one axis rather than to zero, so they err by at least 0.0048 eV/angstrom per atom on average; the grid cutoff is modest.

Settings
functional: PBE
method: Gaussian and plane waves
basis set: DZVP-MOLOPT-SR-GTH
pseudopotentials: GTH-PBE
grid cutoff: 350 Ry, relative cutoff 50 Ry
k points: Gamma only
occupations: fixed
spin: none
net charge: 0

Cell vectors (angstrom)
a 16.32 0 0
b 0 16.32 0
c -6.6716 4.6266 34.0521

Atoms and the computed forces on them: element, x, y, z (angstrom), force x, y, z (eV/angstrom)
Si -5.106 19.369 33.93 -0.078 0.197 -0.389
Si 3.787 1.658 0.197 0.015 -0.092 -0.227
Si 1.603 3.843 0.107 0.03 0.035 -0.336
Si 4.431 6.599 0.054 -0.083 -0.052 -0.117
Si 1.116 9.752 0.229 0.028 -0.099 -0.083
Si -2.938 17.015 34.021 0.189 -0.15 -0.318
Si 7.169 14.738 0.02 -0.236 0.147 -0.228
Si 9.721 1.063 0.214 -0.05 0.022 -0.193
Si 6.506 4.283 0.069 -0.015 -0.016 -0.002
Si 9.278 7.018 0.263 0.053 -0.058 -0.224
Si 7.141 9.249 0.007 0.047 0.116 -0.386
Si 2.732 17.118 34.045 0.069 -0.141 -0.385
Si 11.968 15.258 0.158 0.08 -0.048 -0.245
Si 14.663 1.629 0.048 0.122 -0.101 -0.234
Si 12.5 3.905 0.079 -0.022 -0.031 -0.216
Si 14.791 6.995 0.119 0.057 -0.014 -0.168
Si 12.436 9.068 0.065 -0.063 0.026 -0.26
Si 15.229 11.924 0.048 -0.085 -0.017 -0.298
Si 2.63 16.306 1.375 0.054 -0.032 -0.239
Si 5.397 2.756 1.486 0.03 0.07 -0.18
Si 2.763 5.467 1.387 0.127 0.009 -0.27
Si 5.533 8.175 1.401 -0.018 -0.059 -0.142
Si 2.69 10.925 1.484 -0.055 0.017 -0.166
Si 5.449 13.552 1.234 0.008 0.05 -0.244
Si 8.178 16.245 1.534 0.053 -0.034 -0.227
Si 10.888 2.742 1.414 0.056 -0.069 -0.295
Si 8.078 5.417 1.479 -0.063 0.022 -0.338
Si 10.898 8.109 1.558 -0.08 0.021 -0.21
Si 8.252 10.869 1.331 -0.031 0.065 -0.207
Si 10.891 13.601 1.433 -0.006 0.126 -0.159
Si 13.575 16.382 1.447 -0.073 0.076 -0.214
Si 0.002 2.686 1.401 -0.064 0.02 -0.208
Si 13.642 5.423 1.463 -0.02 0.057 -0.209
Si -0.038 8.167 1.516 -0.011 0.068 -0.289
Si 13.566 10.803 1.321 0.045 -0.128 -0.243
Si -0.011 13.615 1.297 0.099 -0.061 -0.106
Si 1.291 1.295 2.797 -0.01 0.013 0.106
Si 4.06 4.11 2.855 -0.058 0.05 0.114
Si 1.393 6.805 2.781 -0.017 -0.054 0.025
Si 4.108 9.524 2.744 -0.004 -0.035 0.012
Si 1.33 12.306 2.801 0.018 0.101 0.127
Si 4.104 14.956 2.683 0.01 -0.107 -0.062
Si 6.783 1.351 2.786 0.008 0.005 0.045
Si 9.494 4.06 2.787 0.021 0.011 0.008
Si 6.794 6.82 2.866 0.019 0.007 0.11
Si 9.575 9.578 2.815 0.02 0.003 0.118
Si 6.792 12.195 2.693 0.019 0.072 -0.044
Si 9.537 14.899 2.872 -0.084 -0.047 0.24
Si 12.238 1.394 2.847 -0.062 0.089 0.101
Si 15.023 4.08 2.808 -0.001 0.02 0.103
Si 12.238 6.72 2.863 0.024 -0.075 0.12
Si 14.897 9.526 2.835 -0.037 -0.033 0.113
Si 12.267 12.209 2.731 0.036 -0.023 0.012
Si 14.954 14.958 2.721 0.029 -0.034 -0.021
Si -0.045 16.274 4.178 0.087 0.059 0.007
Si 2.68 2.686 4.162 0.038 0.058 -0.073
Si 0.045 5.448 4.181 -0.015 -0.046 -0.012
Si 2.745 8.178 4.139 -0.001 -0.024 0.025
Si -0.021 10.907 4.174 -0.055 0.002 -0.088
Si 2.75 13.634 4.145 -0.083 -0.017 -0.103
Si 5.42 16.301 4.131 -0.025 -0.015 0.035
Si 8.152 2.694 4.164 -0.003 0.02 0.027
Si 5.426 5.46 4.236 -0.034 0.016 -0.092
Si 8.197 8.196 4.186 -0.032 -0.064 -0.062
Si 5.452 10.874 4.132 0.057 0.008 0.01
Si 8.117 13.541 4.167 0.096 0.023 -0.09
Si 10.883 16.315 4.213 0.036 -0.006 -0.106
Si 13.629 2.746 4.201 -0.059 -0.072 -0.099
Si 10.846 5.39 4.203 0.06 0.035 0.032
Si 13.578 8.129 4.216 0.049 0.084 -0.077
Si 10.924 10.914 4.188 -0.111 -0.029 -0.008
Si 13.612 13.586 4.108 -0.01 -0.002 0.036
Si 1.34 14.93 16.54 0.039 0.02 0.054
Si 4.103 17.695 16.515 -0.032 -0.035 0.043
Si 1.366 4.112 16.516 -0.035 0.027 0.008
Si 4.084 6.805 16.529 0.022 -0.011 0.014
Si 1.348 9.518 16.524 -0.01 0.005 0.035
Si 4.053 12.222 16.555 0.026 0.012 0.047
Si 6.779 14.942 16.529 -0.031 0.021 0.022
Si 9.513 17.681 16.543 0.004 0.001 0.061
Si 6.808 4.07 16.54 0.023 0.006 0.055
Si 9.54 6.811 16.534 -0.017 -0.041 0.051
Si 6.786 9.508 16.561 0.023 -0.019 0.016
Si 9.516 12.205 16.55 -0.02 0.035 0.027
Si 12.226 14.929 16.54 -0.01 -0.005 0.032
Si -1.365 17.677 16.49 0.028 -0.014 0.003
Si 12.241 4.095 16.517 -0.002 -0.021 0.049
Si -1.351 6.813 16.549 -0.036 0.012 0.039
Si 12.235 9.487 16.565 0.024 0.054 0.058
Si -1.361 12.232 16.557 -0.014 -0.031 0.063
Si 2.729 16.323 17.845 0.024 0 0.082
Si 5.452 2.716 17.934 0.006 0.015 -0.047
Si 2.756 5.438 17.911 -0.03 0.038 0.019
Si 5.38 8.186 17.937 0.029 -0.058 0.088
Si 2.653 10.884 17.929 0.006 -0.082 -0.024
Si 5.437 13.568 17.915 -0.032 0.048 0.091
Si 8.108 16.328 17.894 0.064 -0.07 -0.04
Si 10.908 2.724 17.898 -0.048 0.062 0.07
Si 8.18 5.45 17.886 0.025 0.021 0.089
Si 10.894 8.124 17.972 -0.032 -0.027 -0.024
Si 8.186 10.823 17.939 -0.074 0.043 -0.005
Si 10.868 13.56 17.929 0.049 -0.056 0.126
Si -2.698 16.297 17.861 -0.021 0.071 -0.012
Si -0.045 2.771 17.834 0.05 -0.078 0.087
Si -2.756 5.481 17.907 0.093 -0.051 0.035
Si 0.044 8.147 17.926 -0.003 0.088 0.094
Si -2.709 10.846 17.924 -0.044 0.022 0.127
Si -0.014 13.583 17.965 0.003 0.006 -0.031
Si 1.359 17.74 19.144 0.004 0.056 -0.205
Si 4.1 4.08 19.304 0.038 0.018 -0.041
Si 1.444 6.812 19.311 0.03 0.04 -0.096
Si 3.949 9.517 19.335 -0.02 -0.053 -0.06
Si 1.317 12.203 19.365 -0.04 -0.045 0.028
Si 4.065 14.967 19.263 -0.006 0.07 -0.087
Si 6.796 17.679 19.326 -0.011 -0.037 0.039
Si 9.568 4.117 19.282 0.052 0.046 -0.055
Si 6.794 6.812 19.246 0.025 -0.039 -0.178
Si 9.545 9.472 19.352 0.018 0.047 -0.024
Si 6.773 12.146 19.284 0.005 -0.014 -0.137
Si 9.45 14.947 19.235 -0.091 -0.011 -0.183
Si 12.306 17.669 19.23 0.07 -0.013 -0.04
Si -1.39 4.124 19.245 -0.05 0.014 -0.172
Si 12.249 6.785 19.391 -0.03 0.02 -0.013
Si -1.332 9.487 19.313 0.039 0.008 -0.075
Si 12.245 12.182 19.335 -0.039 0.051 -0.014
Si -1.373 14.987 19.297 -0.044 -0.081 0.024
Si 0.012 16.443 20.523 -0.021 0.076 0.242
Si 2.695 19.027 20.589 -0.074 -0.028 0.287
Si 0.062 5.419 20.559 -0.062 -0.055 0.33
Si 2.681 8.157 20.85 -0.033 -0.025 0.224
Si -0.057 10.851 20.788 -0.078 -0.006 0.108
Si 2.671 13.631 20.647 0.1 0.02 0.183
Si 5.423 16.309 20.699 -0.042 -0.104 0.129
Si 8.209 19.068 20.624 0.146 -0.003 0.234
Si 5.472 5.459 20.643 0.073 -0.035 0.057
Si 8.112 8.153 20.668 -0.172 0.053 0.159
Si 5.311 10.868 20.66 0.086 0.108 0.194
Si 8.152 13.507 20.605 0.083 0.072 0.202
Si 10.859 16.325 20.497 -0.044 0.084 0.155
Si -2.721 19.095 20.64 0.035 -0.091 0.176
Si 10.898 5.435 20.803 -0.112 -0.107 0.144
Si -2.614 8.082 20.729 0.085 -0.003 0.271
Si 10.953 10.731 20.777 0.198 0.089 0.159
Si -2.73 13.632 20.698 -0.052 -0.032 0.073
Si 1.482 15.256 21.871 0.037 0.095 0.235
Si 3.726 17.409 21.946 0.014 0.077 0.442
Si 1.195 3.925 21.968 0.102 0.03 0.174
Si 4.394 6.981 22.064 0.023 0.106 0.269
Si 0.934 9.201 22.195 0.132 0.061 0.253
Si 4.242 12.526 22.015 -0.055 -0.002 0.244
Si 6.567 14.638 21.928 -0.03 -0.008 0.32
Si 9.822 17.901 21.901 0.024 -0.067 0.069
Si 7.076 4.322 21.943 -0.172 -0.172 0.447
Si 9.234 6.611 22.034 0.035 0.019 0.458
Si 6.471 9.3 21.964 -0.029 -0.015 0.265
Si 9.745 12.358 21.954 -0.011 -0.042 0.176
Si 11.866 14.739 21.883 0.179 0.089 0.43
Si -1.027 18.06 21.906 -0.104 -0.059 0.366
Si -4.27 3.79 22.131 -0.023 -0.135 0.213
Si -1.077 6.785 22.073 -0.015 -0.143 -0.003
Si -3.628 9.665 22.149 -0.048 -0.066 0.226
Si -1.622 12.1 22.11 -0.012 0.108 0.121
Si 8.24 5.35 31.101 -0.111 0.094 -0.53
Si 10.052 10.345 31.982 -0.214 -0.095 -0.292
Si 9.588 8.041 24.913 -0.184 -0.254 0.533
Si 6.236 11.426 26.458 -0.177 -0.097 0.461
Si 1.233 10.081 25.258 -0.054 -0.103 0.679
Si 8.193 5.799 26.553 0.129 -0.21 0.242
Si 2.981 5.224 24.312 -0.048 -0.081 0.434
Si 7.14 7.319 29.013 -0.074 0.028 -0.249
Si 5.261 14.367 31.199 0.202 -0.055 -0.718
Si 6.932 12.622 29.252 0.165 0.084 -0.198
Si 8.516 15.868 24.05 0.087 0.082 0.317
Si -0.46 14.168 24.228 0.215 -0.005 0.434
Si 1.301 7.751 29.175 -0.084 0.212 -0.412
Si -1.674 16.913 24.788 0.139 0.123 0.637
Si 3.462 12.2 25.03 0.084 0.197 0.58
Si -2.498 5.366 31.386 -0.061 0.058 -0.518
Si 1.705 7.432 32.133 -0.144 -0.086 -0.429
Si -4.401 17.662 26.287 -0.114 0.147 0.284
Si 1.118 17.423 26.14 0.178 -0.127 0.382
Si 9.042 15.068 29.205 -0.045 -0.15 -0.196
Si -4.042 12.635 32.062 -0.004 0.222 -0.331
Si 7.133 3.735 24.841 0.065 -0.061 0.52
Si 6.072 19.377 31.238 -0.163 0.117 -0.525
Si 5.513 18.207 26.92 -0.017 -0.305 0.357
Si 8.171 10.784 24.211 -0.165 0.076 0.279
Si 8.594 10.073 29.245 -0.374 0.101 -0.368
Si 3.025 16.339 31.016 -0.129 0.154 -0.489
Si -4.579 13.552 29.317 -0.23 0.026 -0.46
Si 0.221 14.858 31.047 0.259 -0.168 -0.581
Si 8.088 16.901 26.952 -0.021 -0.021 0.535
Si -1.663 6.932 28.972 0.032 0.121 -0.253
Si 1.123 12.861 28.803 0.076 -0.01 -0.196
Si -0.555 19.398 31.318 0.103 -0.055 -0.574
Si 0.986 19.358 28.505 0.175 -0.025 -0.298
Si 4.979 8.876 27.558 0.04 -0.009 0.109
Si -1.07 11.38 26.974 -0.126 0.072 0.346
Si -5.258 4.214 30.922 0.212 -0.064 -0.508
Si 9.554 19.457 26.19 0.078 -0.028 0.419
Si -3.684 12.995 26.544 0.021 -0.145 0.417
Si -1.972 16.785 31.199 -0.093 0.306 -0.604
Si -3.576 18.558 29.009 -0.038 0.081 -0.138
Si -5.426 11.067 27.897 0.041 0.021 -0.161
Si 3.538 18.621 24.816 -0.169 -0.366 0.654
Si 2.929 10.345 29.358 -0.287 0.048 -0.362
Si -2.56 5.211 24.425 0.14 -0.084 0.4
Si 2.632 7.472 26.457 0.252 0.165 0.337
Si -3.807 8.063 25.003 0.047 0.318 0.633
Si 3.777 19.043 29.425 -0.123 0.153 -0.303
Si 7.43 16.705 31.231 0.034 -0.196 -0.646
Si 11.24 15.139 24.707 0.079 0.05 0.633
Si 1.743 14.328 26.23 0.143 0.178 0.381
Si -1.604 4.244 27.321 0.185 -0.049 0.407
Si 3.911 9.749 32.155 0.048 0.28 -0.34
Si -3.051 9.236 27.673 0 0.108 0.213
Si 1.368 14.957 5.54 0.017 0.01 -0.041
Si 4.067 1.339 5.528 -0.005 0.009 -0.052
Si 1.364 4.062 5.561 -0.02 0.004 -0.028
Si 4.062 6.829 5.571 0.03 -0.047 -0.012
Si 1.365 9.529 5.517 -0.007 0.023 -0.031
Si 4.087 12.239 5.516 -0.007 0.016 -0.071
Si 6.779 14.943 5.525 0.006 -0.016 -0.059
Si 9.507 1.351 5.564 0.005 -0.019 -0.023
Si 6.804 4.064 5.553 -0.004 0.037 -0.011
Si 9.519 6.799 5.561 0.021 0.02 -0.029
Si 6.806 9.534 5.545 -0.011 -0.008 -0.059
Si 9.517 12.235 5.552 -0.009 -0.011 -0.016
Si 12.264 14.936 5.534 -0.033 0.039 -0.04
Si 14.956 1.344 5.561 -0.035 -0.006 -0.035
Si 12.24 4.07 5.575 -0.006 -0.021 -0.017
Si 14.98 6.791 5.558 0.001 0.006 -0.024
Si 12.235 9.517 5.57 0.011 -0.029 -0.03
Si 14.945 12.257 5.546 0.04 -0.029 -0.043
Si 2.714 16.316 6.922 -0.025 0.017 0.006
Si 5.431 2.701 6.909 0.007 -0.002 -0.009
Si 2.717 5.438 6.927 0.003 0.001 0.005
Si 5.443 8.177 6.924 -0.008 -0.003 0.012
Si 2.723 10.886 6.899 -0.001 -0.014 -0.007
Si 5.431 13.591 6.911 0.002 0.013 0.017
Si 8.141 16.298 6.913 0.01 0.018 -0.002
Si 10.876 2.705 6.936 0.024 -0.008 0.004
Si 8.155 5.435 6.927 -0.005 -0.007 -0.011
Si 10.876 8.156 6.937 -0.01 0.001 0.006
Si 8.163 10.878 6.929 0.032 -0.017 0.009
Si 10.882 13.598 6.914 -0.025 0.012 0
Si 13.599 16.302 6.927 0.012 0.001 0.003
Si -0.002 2.706 6.93 0.015 0.011 0.008
Si 13.608 5.437 6.932 -0.019 0.01 -0.001
Si 0.016 8.169 6.915 -0.013 -0.023 -0.018
Si 13.599 10.886 6.924 -0.003 -0.003 0.012
Si 0.003 13.602 6.913 0.006 -0.017 0.024
Si 1.36 1.353 8.303 0.018 0.018 0.004
Si 4.082 4.072 8.289 0.001 0.013 -0.001
Si 1.36 6.801 8.296 -0.003 -0.016 0.005
Si 4.077 9.533 8.29 0.012 -0.004 0.002
Si 1.362 12.237 8.283 -0.017 0.001 -0.005
Si 4.074 14.951 8.29 -0.009 -0.015 0
Si 6.79 1.344 8.289 -0.008 -0.004 0.001
Si 9.517 4.075 8.3 0.015 0.015 0.002
Si 6.794 6.802 8.294 0.001 -0.011 0.004
Si 9.514 9.516 8.304 -0.031 -0.03 0.008
Si 6.797 12.24 8.292 0.016 0.011 0
Si 9.515 14.952 8.289 0.017 0.013 0.001
Si 12.238 1.341 8.302 -0.031 -0.019 0.005
Si -1.36 4.07 8.303 -0.025 -0.022 -0.001
Si 12.244 6.797 8.3 0.031 0.021 0.005
Si -1.354 9.523 8.288 0.013 0.013 0.001
Si 12.233 12.238 8.297 -0.009 -0.016 0.001
Si -1.354 14.953 8.299 0.007 0.028 -0.001
Si -0.001 16.315 9.675 -0.005 -0.011 0.003
Si 2.723 2.716 9.669 -0.015 0 0
Si 0.001 5.438 9.669 -0.003 0.014 0.004
Si 2.723 8.164 9.663 0.002 -0.011 0.002
Si 0.004 10.881 9.663 0.008 -0.012 0
Si 2.716 13.593 9.667 0.002 0.011 -0.005
Si 5.434 16.307 9.669 0.008 0.014 -0.001
Si 8.152 2.708 9.663 -0.001 -0.002 0
Si 5.438 5.436 9.664 0.004 -0.008 0.005
Si 8.155 8.155 9.673 0.015 0.008 0.004
Si 5.438 10.883 9.67 -0.011 -0.002 0
Si 8.158 13.595 9.669 0 -0.008 -0.003
Si 10.872 16.306 9.672 -0.002 0.016 0.005
Si 13.597 2.708 9.673 0.011 0.008 -0.001
Si 10.881 5.436 9.67 -0.009 -0.008 0.005
Si 13.604 8.164 9.664 -0.015 -0.019 0.002
Si 10.874 10.878 9.672 0.006 0.001 0.004
Si 13.598 13.595 9.669 0.002 0 0
Si 1.358 14.952 11.044 -0.01 0.012 -0.001
Si 4.08 17.673 11.043 0.002 -0.006 -0.004
Si 1.362 4.078 11.042 0.013 -0.004 0
Si 4.082 6.801 11.037 -0.008 -0.002 0.001
Si 1.361 9.521 11.038 -0.009 0 -0.003
Si 4.077 12.238 11.045 0.006 0 0.001
Si 6.796 14.95 11.045 0.002 0.011 -0.002
Si 9.513 17.67 11.041 0.009 -0.002 -0.003
Si 6.798 4.075 11.037 0.003 0.004 -0.002
Si 9.52 6.797 11.042 0.002 -0.009 0.003
Si 6.796 9.518 11.044 0.002 -0.015 0.004
Si 9.514 12.235 11.049 -0.007 0 0.003
Si 12.234 14.948 11.048 -0.001 0.001 -0.002
Si -1.363 17.672 11.051 0.001 0.002 0
Si 12.238 4.072 11.043 0.001 -0.003 0.002
Si -1.359 6.802 11.038 -0.005 -0.008 0.001
Si 12.237 9.517 11.039 0.001 0.014 0.002
Si -1.362 12.233 11.039 -0.001 0.005 -0.002
Si 2.719 16.313 12.415 -0.002 0.001 -0.008
Si 5.442 2.716 12.414 -0.001 -0.001 -0.001
Si 2.721 5.445 12.412 0 -0.006 -0.001
Si 5.441 8.156 12.419 -0.002 0.012 0.003
Si 2.719 10.875 12.417 -0.003 0.004 -0.002
Si 5.436 13.592 12.423 0.004 -0.002 0
Si 8.16 16.307 12.418 -0.006 0.015 -0.01
Si 10.872 2.713 12.414 -0.008 -0.011 0.001
Si 8.158 5.436 12.411 0.003 -0.006 -0.002
Si 10.878 8.159 12.417 -0.002 -0.009 0.002
Si 8.154 10.875 12.424 0.008 -0.004 -0.005
Si 10.878 13.586 12.428 0 0.006 0.005
Si 13.592 16.311 12.421 0.002 -0.001 -0.004
Si 0.003 2.716 12.418 -0.012 0.007 -0.002
Si 13.6 5.44 12.408 -0.001 0.009 -0.003
Si -0.004 8.167 12.411 0.021 -0.013 0.003
Si 13.595 10.875 12.413 0.001 -0.01 0
Si -0.005 13.591 12.415 -0.002 0.004 -0.003
Si 1.366 17.675 13.791 0.014 -0.023 -0.005
Si 4.086 4.086 13.783 -0.014 -0.001 -0.002
Si 1.359 6.81 13.779 -0.03 0.022 -0.004
Si 4.081 9.517 13.793 0.011 -0.031 0.001
Si 1.352 12.229 13.788 0.009 -0.002 0
Si 4.069 14.95 13.793 0 0.03 0.001
Si 6.804 17.673 13.785 0.013 -0.018 -0.006
Si 9.517 4.08 13.785 -0.004 0.003 0.002
Si 6.805 6.796 13.791 0.023 -0.025 0.001
Si 9.514 9.513 13.796 -0.007 0.022 0.001
Si 6.791 12.229 13.802 -0.019 0.018 0
Si 9.513 14.945 13.8 0.006 0.001 -0.01
Si 12.225 17.67 13.791 -0.006 0.023 -0.01
Si -1.359 4.086 13.782 0.015 -0.022 -0.001
Si 12.246 6.802 13.785 0 -0.025 0.005
Si -1.367 9.521 13.789 -0.024 0.021 0.004
Si 12.236 12.219 13.801 0.01 0.004 0.005
Si -1.369 14.945 13.79 0.006 0.007 -0.007
Si 0.003 16.302 15.15 -0.017 0.018 -0.002
Si 2.724 2.732 15.155 0.013 -0.008 0.01
Si -0.005 5.46 15.151 0.033 -0.015 0.01
Si 2.717 8.161 15.161 0.004 0 -0.022
Si -0.012 10.88 15.165 0.005 -0.006 -0.029
Si 2.709 13.582 15.166 -0.016 0.004 -0.006
Si 5.44 16.312 15.15 -0.005 -0.008 -0.024
Si 8.162 2.716 15.159 0 0.002 -0.002
Si 5.449 5.437 15.166 0.003 0.018 -0.002
Si 8.154 8.159 15.175 -0.018 -0.015 -0.006
Si 5.431 10.872 15.182 0.016 0.014 0.005
Si 8.158 13.579 15.176 0.011 0.005 0.006
Si 10.87 16.307 15.174 -0.006 -0.01 0.017
Si -2.729 2.726 15.141 -0.002 -0.009 -0.007
Si 10.879 5.447 15.15 -0.006 -0.004 -0.029
Si -2.718 8.159 15.17 0.024 0.005 -0.006
Si 10.882 10.852 15.18 -0.02 -0.006 -0.01
Si -2.723 13.581 15.171 -0.013 0.005 -0.004
O 8.157 5.444 22.531 0.075 0.023 -0.139
O 5.957 19.234 32.848 0.195 0.173 0.588
O 9.722 7.306 23.464 0.094 -0.215 -0.532
O -3.677 13.412 30.659 -0.011 0.045 0.425
O 7.509 11.584 25.467 0.332 0.147 -0.543
O -0.072 12.119 28.01 0.096 0.171 -0.101
O 7.253 15.169 23.326 -0.104 -0.23 -0.174
O 10.944 18.936 22.591 0.062 0.176 -0.628
O 5.717 13.134 30.213 -0.125 -0.141 0.484
O -3.914 7.413 33.572 -0.17 0.005 0.46
O 4.184 4.655 33.622 0.253 -0.014 0.549
O -2.696 10.953 22.665 -0.045 -0.022 -0.477
O 1.631 8.662 25.967 -0.203 -0.028 -0.236
O -2.711 16.233 32.546 -0.252 -0.035 0.425
O 3.513 12.014 23.415 -0.224 0.014 -0.579
O -3.965 18.231 33.572 0.182 0.162 0.144
O -0.222 10.57 25.839 0.16 -0.142 -0.326
O 1.648 9.329 29.442 -0.195 0.1 0.253
O -1.444 5.811 23.382 0.227 0.231 -0.195
O 8.161 13.699 29.358 0.188 -0.197 0.247
O 3.985 6.156 23.437 0.213 0.166 -0.439
O 1.795 4.68 23.326 -0.066 0.217 -0.404
O 4.886 13.925 32.719 0.002 -0.032 0.492
O 0.318 19.197 29.966 0.076 0.06 0.477
O 0.147 20.1 32.603 0.25 -0.156 0.528
O -5.553 19.863 32.389 -0.22 -0.152 0.633
O 3.745 3.923 24.965 0.165 0.143 -0.209
O -1.72 17.437 23.264 -0.229 0.059 -0.619
O 0.393 13.693 25.555 -0.457 -0.26 -0.504
O 3.241 17.619 30.016 -0.125 -0.383 0.32
O 1.186 17.951 27.69 0.173 -0.014 -0.125
O -4.701 19.472 29.782 -0.295 0.122 0.318
O -3.559 4.238 23.569 -0.164 -0.206 -0.221
O 9.106 11.82 23.38 0.038 0.238 -0.149
O 7.498 6.68 30.47 0 0.054 0.394
O -2.155 5.571 32.95 0.186 0.156 0.358
O -0.055 14.496 32.61 -0.097 -0.185 0.638
O 6.889 7.38 33.578 -0.01 -0.045 0.349
O 8.809 11.027 32.792 -0.239 -0.183 0.099
O -2.88 8.851 26.097 -0.031 -0.206 -0.507
O 9.681 4.939 30.407 0.006 0.045 -0.006
O 6.538 17.062 27.488 -0.154 0.244 0.039
O -1.752 6.532 30.536 0.234 -0.046 0.651
O 3.395 10.996 33.038 -0.004 0.116 0.048
O 6.499 15.396 31.368 0.167 -0.039 0.243
O 2.661 16.252 22.492 -0.132 -0.202 -0.691
O -1.217 10.048 33.506 0.013 0.178 0.568
O 2.41 6.152 25.54 -0.202 -0.283 -0.407
O -1.118 12.873 23.497 -0.054 0.002 -0.285
O 8.683 19.493 24.803 -0.14 0.119 -0.552
O 1.615 18.245 33.577 -0.167 -0.085 0.237
O 3.979 15.108 30.511 -0.022 -0.098 -0.085
O 6.413 12.463 27.711 -0.139 -0.073 -0.176
O 4.102 18.176 23.364 0.119 -0.029 -0.55
O 6.553 17.936 30.621 0.152 -0.031 0.283
O 9.367 4.653 26.827 -0.001 0.149 -0.269
O 9.142 17.043 23.118 0.024 0.102 -0.017
O -4.169 13.97 25.364 -0.133 0.294 -0.32
O 2.264 7.12 28.02 -0.189 -0.078 -0.124
O -4.787 13.715 33.003 0.176 0.096 0.207
O 5.364 9.262 32.703 -0.004 0.141 0.231
O -1.563 15.276 24.727 0.001 -0.309 -0.135
O -1.946 5.673 27.999 0.102 0.037 0.048
O 8.533 5.578 32.686 0.263 -0.069 0.619
O -2.837 7.994 28.676 0.1 -0.201 0.169
O 1.471 15.893 30.895 -0.092 0.196 0.172
O 8.803 15.651 27.705 -0.067 0.083 -0.295
O 5.415 13.589 22.526 0.143 0.02 -0.342
O -0.23 7.624 28.652 -0.021 0.08 0.008
O -5.034 11.374 31.856 -0.065 0.061 -0.261
O 1.558 12.711 33.576 0.129 0.118 0.501
O 10.955 13.424 22.359 -0.188 0.037 -0.243
O 1.77 13.993 27.825 0.033 -0.134 0.104
O 9.683 15.432 33.584 -0.157 0.098 0.39
O -3.659 13.799 27.984 0.05 0.115 0.081
O -0.947 17.904 31.799 -0.028 -0.016 0.297
O 7.943 16.567 25.386 0.06 -0.284 -0.619
O 2.502 19.911 28.837 0.095 -0.113 0.314
O 11.124 19.069 25.934 0.158 0.143 -0.06
O 4.619 19.807 30.597 0.277 -0.045 0.321
O -3.375 6.504 24.967 0.066 0.011 -0.249
O -0.425 17.461 25.676 -0.307 -0.065 -0.172
O 9.326 10.646 27.881 0.023 0.123 -0.009
O -5.782 9.008 32.769 0.028 -0.013 0.344
O 3.06 13.725 25.479 0.198 0.056 -0.42
O 7.424 11.126 29.7 0.132 -0.228 0.308
O 6.134 9.84 26.912 -0.018 0.211 -0.298
O 3.845 9.919 28.091 -0.038 0.333 0.026
O 9.676 14.76 24.397 -0.18 0.021 -0.079
O -1.889 20.245 30.91 -0.042 0.14 -0.054
O 0.37 8.126 32.764 0.089 -0.24 0.28
O -3.846 8.798 23.554 -0.095 0.297 -0.35
O -4.097 5.36 31.077 -0.044 0.032 0.111
O -2.684 12.067 32.745 0.118 0.023 0.325
O 7.445 6.119 27.955 -0.041 -0.245 -0.053
O 7.137 5.252 25.441 0.029 -0.096 -0.214
O 8.936 18.29 27.183 0.141 0.161 -0.191
O 6.365 19.215 25.994 0.221 0.263 -0.329
O 1.476 6.96 30.582 0.244 -0.154 0.408
O 6.987 12.69 33.585 -0.068 0.104 0.453
O -1.921 10.372 27.941 0.152 -0.081 -0.095
O 0.526 13.531 30.153 0.072 0.097 0.269
O 1.267 9.935 23.644 -0.032 -0.103 -0.539
O -4.838 11.818 26.568 -0.157 0.045 -0.115
O 8.647 16.262 30.236 -0.201 0.247 0.217
O -1.931 4.379 25.716 -0.115 0.008 -0.69
O 9.603 9.886 30.491 0.158 0.079 0.444
O -2.899 17.528 30.076 -0.001 -0.409 0.115
O 5.477 8.127 22.637 0.065 -0.017 -0.571
O 0.625 14.839 23.214 0.11 -0.135 -0.07
O 0.008 3.968 27.567 0.078 0.167 -0.013
O 2.322 11.836 29.204 0.313 -0.002 0.086
O -0.079 7.966 22.692 0.058 0.09 -0.367
O 2.911 8.494 32.272 0.101 -0.215 0.071
O 1.755 15.937 26.099 0.156 0.05 -0.068
O -1.128 15.592 30.471 -0.061 0.228 0.222
O -4.276 15.558 23.342 0.081 0.12 -0.58
O 11.029 8.118 25.638 0.092 0.057 -0.223
O 0.079 19.146 22.535 -0.062 -0.248 -0.222
O 6.483 3.637 23.361 -0.064 0.074 -0.599
O 3.403 16.661 32.579 -0.13 0.2 0.819
O -2.493 19.424 28.105 -0.035 0.122 -0.099
O 7.202 20.455 30.828 0.152 -0.153 -0.001
O 2.148 6.113 32.95 -0.209 -0.231 0.162
O 4.894 11.851 25.678 -0.061 -0.106 -0.111
O 9.058 9.552 24.757 0.281 0.207 0.117
O 4.839 18.907 28.206 0.106 -0.076 -0.092
O 3.945 10.258 30.615 0.286 0.079 0.55
O 1.952 18.35 25.099 0.178 0.409 -0.255
O 8.092 8.606 28.807 0.192 0.04 -0.042
O -5.325 12.117 29.133 -0.065 0.02 0.032
O 4.309 17.705 25.949 -0.131 0.217 -0.234
O 8.007 17.173 32.668 0.167 0.292 0.635
O -4.533 9.736 28.113 -0.093 0.013 -0.094
O 6.999 10.171 23.262 -0.047 -0.037 -0.384
O -4.317 17.596 27.914 0.065 -0.21 0.029
O 11.073 16.381 25.766 -0.035 -0.208 -0.135
O 5.616 7.898 28.725 -0.129 -0.072 -0.035
O -2.949 17.537 25.588 0.158 -0.1 -0.298
O 8.698 7.219 25.989 -0.039 0.31 -0.449
O 4.216 7.941 26.442 -0.014 -0.144 -0.073
O 2.342 11.2 25.668 0.074 0.091 -0.035
O -2.181 12.397 26.295 0.061 0.294 -0.125
O -5.703 14.725 29.448 0.291 -0.162 0.234

Results
total energy: -101658.761 eV
total energy less fixed offsets of O -438.35, Si -107.03 eV per atom: -5.561 eV
